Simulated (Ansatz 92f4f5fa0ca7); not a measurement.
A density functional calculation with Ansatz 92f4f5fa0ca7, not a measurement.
Periodic cell of 215 atoms, Si133O82, from a study of silicon, its oxide and their interface. The atomic structure is a simulated model.
Doubt: the cutoff is far below the 930 eV that the study's wrapper takes by default for these files, so forces and energies are approximate.

Settings: functional PBE; potential files Ansatz PAW; basis plane waves; wave-function cutoff 580 eV; density cutoff ratio 5; exchange-correlation grid ratio 1; k mesh 1 x 1 x 1, Gamma-centred; self-consistency stop 5e-08 eV per atom in the density residual; occupations fixed; spin none; net charge 0.

Cell vectors (angstrom)
a	10.938	0	0
b	0	10.938	0
c	0	0	31.8818

Atoms and the computed forces on them: element, x, y, z (angstrom), force x, y, z (eV/angstrom)
Si	0.4938	-0.4749	24.5521	-0.5711	0.532	-0.411
Si	5.8625	-0.5768	24.5469	-0.5909	0.3637	-0.461
Si	2.0141	3.3548	24.5402	0.3912	-0.471	-0.3513
Si	7.8061	3.061	24.4808	0.4171	-0.4203	-0.1365
Si	0.3183	5.0704	24.6112	-0.4797	0.5038	-0.1878
Si	6.0063	4.7492	24.3759	-0.5897	0.4016	-0.4117
Si	2.2211	8.8479	24.5444	0.4675	-0.4631	-0.4336
Si	7.5022	8.6704	24.3995	0.486	-0.4421	-0.5114
Si	1.3024	1.4128	25.7488	0.1129	-0.0571	0.1291
Si	6.77	1.3256	25.688	0.0364	0.0298	0.1436
Si	4.063	4.0754	25.6485	0.0487	-0.0675	0.0435
Si	9.494	4.0763	25.8203	0.0563	0.0383	0.0068
Si	1.379	6.8869	25.6784	-0.0306	-0.0618	0.0955
Si	6.7716	6.7438	25.5805	-0.0149	-0.0996	0.1979
Si	4.0591	9.5686	25.8121	0.0257	0.0274	0.2247
Si	9.477	9.5331	25.5522	0.0374	0.0102	0.2402
Si	2.7356	0.0803	27.1101	-0.0373	-0.0381	0.1704
Si	8.2219	0.0123	27.0509	0.0032	-0.0426	-0.0502
Si	-0.0616	2.7147	27.1386	0.0552	0.0381	0.1409
Si	5.3953	2.6959	27.0729	0.1265	0.0958	0.0304
Si	2.7852	5.5165	27.0623	-0.1408	-0.0092	-0.0101
Si	8.1815	5.5366	27.09	-0.0774	-0.0548	0.0905
Si	-0.0678	8.1999	27.0438	0.0485	0.0922	-0.026
Si	5.4419	8.1144	27.0625	0.0157	0.0697	0.183
Si	4.1018	1.3673	28.4635	-0.0338	0.065	0.6324
Si	9.5708	1.3673	28.4635	-0.276	-0.3269	0.4419
Si	1.3673	4.1018	28.4635	0.109	0.158	-0.372
Si	6.8362	4.1018	28.4635	-0.2784	-0.0101	-0.4132
Si	4.1018	6.8362	28.4635	0.0399	-0.1161	0.482
Si	9.5708	6.8362	28.4635	-0.0431	0.1319	0.1688
Si	1.3673	9.5708	28.4635	-0.2539	0.1368	-0.4527
Si	6.8362	9.5708	28.4635	0.0283	-0.2625	-0.5648
Si	0	0	29.8308	-0.0458	-0.05	0.0167
Si	5.469	0	29.8308	-0.0792	0.0102	-0.0444
Si	2.7345	2.7345	29.8308	0.0813	0.0047	0.0115
Si	8.2035	2.7345	29.8308	-0.0296	-0.0866	-0.0553
Si	0	5.469	29.8308	0.0278	0.0073	-0.0437
Si	5.469	5.469	29.8308	-0.0853	-0.0551	0.0252
Si	2.7345	8.2035	29.8308	0.0179	-0.0631	-0.0685
Si	8.2035	8.2035	29.8308	0.0395	0.0117	0.0047
Si	1.3673	1.3673	31.198	0.0038	0.048	-0.036
Si	6.8362	1.3673	31.198	0.0428	0.0452	-0.0215
Si	4.1018	4.1018	31.198	-0.0201	0.0083	-0.0183
Si	9.5708	4.1018	31.198	-0.0125	-0.0156	-0.0336
Si	1.3673	6.8362	31.198	-0.0053	0.0506	-0.0239
Si	6.8362	6.8362	31.198	0.0043	0.0015	-0.0332
Si	4.1018	9.5708	31.198	-0.0294	-0.0044	-0.0274
Si	9.5708	9.5708	31.198	0.0006	0.0123	-0.0056
Si	2.7345	0	0.6835	0.0127	0.0178	0.019
Si	8.2035	0	0.6835	0.0082	-0.0162	0.0228
Si	0	2.7345	0.6835	0.0117	-0.0275	0.0189
Si	5.469	2.7345	0.6835	-0.0723	-0.0136	0.0149
Si	2.7345	5.469	0.6835	0.0098	-0.0229	0.0176
Si	8.2035	5.469	0.6835	0.0262	-0.0014	0.0181
Si	0	8.2035	0.6835	0.0034	-0.0336	0.0208
Si	5.469	8.2035	0.6835	0.0176	-0.0434	0.0216
Si	4.1018	1.3673	2.0507	-0.0215	0.0631	0.0264
Si	9.5708	1.3673	2.0507	-0.0037	0.0893	0.0353
Si	1.3673	4.1018	2.0507	0.0293	-0.0052	0.0066
Si	6.8362	4.1018	2.0507	0.0334	-0.0338	-0.0037
Si	4.1018	6.8362	2.0507	-0.0148	0.0725	0.0338
Si	9.5708	6.8362	2.0507	-0.0233	0.0135	0.0222
Si	1.3673	9.5708	2.0507	0.0276	-0.0081	0.004
Si	6.8362	9.5708	2.0507	0.0387	0.0303	0.0107
Si	0	0	3.418	0.0399	-0.1721	0.5317
Si	5.469	0	3.418	0.2009	-0.0024	0.4421
Si	2.7345	2.7345	3.418	-0.0042	-0.0175	-0.6524
Si	8.2035	2.7345	3.418	-0.0836	-0.0783	-0.4414
Si	0	5.469	3.418	0.0151	-0.0348	0.2627
Si	5.469	5.469	3.418	0.2649	0.1246	0.457
Si	2.7345	8.2035	3.418	0.2663	0.2975	-0.3786
Si	8.2035	8.2035	3.418	0.0603	0.1424	-0.3731
Si	1.4369	1.382	4.7835	-0.0454	-0.0024	-0.1386
Si	6.9191	1.3665	4.8204	-0.0563	-0.0772	-0.0672
Si	4.1064	4.0346	4.7587	-0.0211	-0.0339	-0.1153
Si	9.5243	4.0728	4.776	0.0279	-0.0048	-0.0583
Si	1.4115	6.8794	4.7601	-0.0277	-0.0338	-0.1054
Si	6.8913	6.9131	4.8323	-0.0543	-0.0418	-0.1664
Si	4.1012	9.5501	4.8226	0.0263	-0.017	-0.0135
Si	9.5394	9.5137	4.8395	0.0809	0.0136	-0.1266
Si	2.8331	0.0709	6.2048	-0.0043	-0.0631	-0.0528
Si	8.2407	-0.0329	6.2867	-0.0011	0.0922	-0.0809
Si	-0.0185	2.6873	6.0929	-0.0067	0.0191	-0.1126
Si	5.5119	2.7267	6.1515	0.0544	0.0183	-0.1139
Si	2.8044	5.4925	6.0502	-0.0486	-0.0112	0.0204
Si	8.2814	5.5348	6.1768	-0.0807	-0.0281	0.0192
Si	0.0645	8.1937	6.1932	-0.0287	0.083	-0.1015
Si	5.534	8.2789	6.2669	-0.0541	0.0251	-0.1184
Si	4.7118	0.9316	7.5263	-0.5085	0.6984	0.3728
Si	10.1765	0.8264	7.4345	-0.4514	0.5845	0.5238
Si	0.9625	4.5283	7.1799	0.5189	-0.5353	0.1059
Si	6.3605	4.6556	7.2757	0.4897	-0.5025	0.2115
Si	4.5937	6.3909	7.3534	-0.4223	0.4516	0.2748
Si	10.2542	6.2779	7.4133	-0.4039	0.5502	0.485
Si	1.0097	10.0546	7.3784	0.5515	-0.5112	0.3761
Si	6.4113	10.0895	7.6515	0.5658	-0.5635	0.6605
O	10.1903	6.6625	9.0434	0.1739	-0.2008	-0.4041
O	1.6561	9.552	8.8604	-0.2672	0.1232	-0.4541
O	6.8468	9.6466	9.2536	-0.4118	0.2647	-0.7581
O	4.3744	1.6471	9.0191	0.2949	-0.259	-0.415
O	9.8241	1.309	9.0165	0.1764	-0.1955	-0.5277
O	1.5554	3.8142	8.5515	-0.167	0.1533	-0.0616
O	4.025	6.8771	8.8819	0.2251	-0.0989	-0.4406
O	6.9076	4.1056	8.7542	-0.2211	0.1136	-0.1831
O	10.5714	5.6256	23.1782	0.2175	-0.147	0.3103
O	8.5002	2.3414	23.1163	-0.2527	0.178	0.464
O	5.5039	4.969	22.8008	0.3369	-0.1386	0.4341
O	11.4857	-0.1672	22.8754	0.196	-0.1607	0.3467
O	7.3248	8.4551	22.708	0.0012	0.1387	0.4389
O	2.594	9.0665	22.884	-0.1924	0.1887	0.3238
O	2.0229	3.0578	22.9086	-0.1375	0.2075	0.1396
O	5.4221	10.2915	22.9048	0.1877	-0.0858	0.3177
Si	4.2535	7.2211	20.1258	0.0041	-0.016	-0.2351
Si	13.4483	9.5202	19.2485	0.1042	-0.095	-0.2277
Si	1.7671	10.0867	10.3916	0.0381	0.0592	0.3395
Si	12.8958	10.385	22.0983	-0.0972	-0.1184	-0.3654
Si	11.4815	-0.053	17.4322	0.0893	-0.006	0.0248
Si	1.9995	3.8805	10.0938	-0.1004	0.0186	0.2342
Si	6.978	4.7002	10.257	0.0616	-0.152	0.2828
Si	7.713	9.4659	10.6312	0.0964	0.1167	0.3274
Si	2.2879	6.3137	14.3195	-0.0541	0.0868	0.0724
Si	5.8651	8.6702	13.1605	-0.1985	-0.0195	0.1457
Si	11.207	2.131	19.7574	-0.1352	0.0186	-0.2083
Si	10.2642	13.4257	13.0829	-0.0054	0.1031	0.1685
Si	8.8048	9.7451	17.9462	-0.0372	-0.0159	-0.0239
Si	9.3941	6.7343	10.4574	0.0398	-0.1108	0.3028
Si	2.7224	2.3388	21.6354	0.0183	0.019	-0.0981
Si	0.1582	4.9568	19.1115	-0.0108	-0.0437	-0.1381
Si	-4.637	5.5795	18.9632	-0.1222	0.0914	-0.0494
Si	5.3598	5.6557	13.9167	-0.0709	-0.0088	0.0576
Si	11.1098	5.1699	12.274	-0.0041	-0.0403	0.3083
Si	14.8329	2.7204	16.4073	0.0306	-0.0535	0.0044
Si	3.6963	1.5133	10.4955	-0.0673	-0.1392	0.3148
Si	7.7263	1.9228	14.6997	0.0176	0.0565	0.0042
Si	-3.71	11.5559	19.8226	0.0099	-0.0831	-0.1736
Si	1.3892	13.0778	15.2752	-0.0731	-0.0261	-0.1142
Si	12.7804	4.7535	16.7169	-0.0305	0.1196	0.0278
Si	9.0296	7.0299	19.5066	-0.0489	-0.0247	-0.223
Si	4.8276	4.6327	21.3657	-0.0263	0.1594	-0.3053
Si	8.8461	2.6198	21.5545	0.0763	0.0438	-0.4761
Si	6.1814	-1.6539	21.8349	-0.0737	0.0348	-0.3404
Si	6.6186	-0.7807	15.9384	-0.0209	0.0163	-0.0169
Si	9.9558	0.7375	10.5384	-0.0102	0.0395	0.236
Si	4.197	6.0926	10.2967	-0.0843	-0.0048	0.4799
Si	-0.8445	5.4668	21.6541	0.1475	-0.0108	-0.303
Si	5.8586	2.9356	12.359	0.0151	0.0466	0.2105
Si	4.7176	0.4017	18.0774	0.037	-0.0722	-0.0853
Si	6.589	4.0769	16.1808	0.0678	0.1477	0.0255
Si	3.0403	8.2195	12.3842	0.0398	0.2894	0.1298
O	8.3472	5.5029	10.5197	0.0041	-0.0508	-0.0517
O	3.8343	5.857	14.4101	0.0468	-0.0459	0.0232
O	3.0268	2.1854	15.1258	-0.0241	0.0258	0.0285
O	5.4473	2.9167	16.0402	-0.0036	-0.0716	-0.0174
O	1.6817	6.1044	15.8112	0.0364	-0.0898	0.0283
O	12.5791	-1.1941	17.8821	-0.0303	0.0179	0.0222
O	0.3046	0.8975	18.7228	-0.0182	0.0509	0.1604
O	5.7732	5.7661	10.5266	-0.053	0.0574	-0.1371
O	2.9597	11.6993	22.0303	0.0187	-0.0838	0.1648
O	3.7445	12.5628	17.6063	-0.01	0.029	0.0536
O	2.2661	7.8439	13.781	0.0421	-0.0264	-0.082
O	11.7075	2.1096	13.7693	0.0149	-0.0286	-0.0257
O	5.0259	6.6026	18.8021	0.029	0.0067	0.0876
O	6.9032	10.2652	20.7548	-0.0055	-0.0831	0.0729
O	6.2817	9.3004	14.6018	0.0054	-0.0166	-0.0019
O	-0.7043	1.9045	21.0548	0.0069	-0.0502	0.1331
O	6.7955	9.2433	11.9616	0.0761	0.0387	-0.2313
O	6.3126	5.3374	15.1942	0.0351	0.0279	-0.021
O	5.9824	15.5104	20.2082	-0.002	-0.0481	0.1111
O	10.6323	3.4047	18.9013	-0.0061	-0.0106	0.0864
O	5.1909	-2.6945	21.0254	0.1166	0.1558	0.1981
O	10.0761	1.9877	11.5578	-0.0192	-0.0346	-0.1028
O	8.6462	10.7767	10.9004	-0.1006	-0.0033	-0.0895
O	5.2609	4.3344	12.962	0.0175	-0.017	-0.0966
O	4.0976	3.1721	21.3414	-0.0936	-0.139	0.1091
O	-1.9388	4.2553	21.4096	-0.0937	-0.0417	0.1092
O	-3.4387	6.5925	19.3101	0.0872	0.0275	0.1074
O	12.5791	-0.9523	20.5473	0.008	0.0873	0.2027
O	8.4066	11.0789	18.8002	-0.0351	0.04	0.0744
O	5.2455	10.5241	16.7557	0.0155	-0.0364	-0.0061
O	5.9546	7.0307	13.2594	0.0909	-0.0249	-0.0769
O	13.8774	7.9706	19.5232	-0.0312	0.0026	0.0817
O	14.8336	10.3665	19.0803	-0.0261	0.0675	0.0789
O	6.9409	3.3934	11.2333	0.0791	0.1315	-0.1778
O	4.3301	9.1273	12.8026	-0.0234	-0.024	-0.0375
O	12.4073	5.2139	18.2185	0.0162	-0.0428	0.013
O	6.685	15.6065	17.6799	0.0264	-0.0278	0.0288
O	0.7696	4.4901	10.9327	0.0418	-0.0307	-0.1417
O	10.3544	6.5351	11.7845	-0.09	0.0845	-0.2292
O	9.9474	6.0033	18.618	0.0371	-0.0124	0.0794
O	1.7807	-8.5294	20.3051	0.1203	0.0135	0.1277
O	7.4021	0.5865	15.5462	0.0079	0.0132	0.0263
O	2.324	2.3833	10.6094	-0.0041	0.0383	-0.058
O	3.8365	5.9122	21.0357	-0.0093	-0.0478	0.0935
O	5.9399	1.0436	18.9257	0.052	0.045	0.1003
O	1.9025	8.8756	11.4526	-0.0281	-0.027	-0.1259
O	-3.278	1.9557	20.6451	0.0313	0.0761	0.1213
O	9.1729	1.7401	14.0102	0.0397	-0.0007	-0.033
O	9.1957	8.5491	18.9809	0.0158	0.0032	0.0788
O	0.471	5.1691	20.7056	-0.0797	0.049	0.0828
O	7.5964	9.2959	16.9355	0.0064	-0.0205	0.0378
O	10.1037	-0.8181	17.0456	-0.0043	-0.0387	-0.0565
O	10.0984	4.1224	13.0289	0.0109	-0.0213	-0.0996
O	6.5943	2.0985	13.5356	-0.0457	-0.0079	-0.0944
O	3.6118	6.9344	11.554	0.0614	-0.1466	-0.1807
O	3.1452	-0.0083	10.6522	0.0642	-0.0216	-0.0873
O	9.4471	6.865	21.0873	-0.0406	0.0151	0.1015
O	0.9857	11.7524	16.1304	-0.0026	-0.034	-0.0278
O	0.3823	10.8331	10.7505	0.0404	-0.0683	-0.0908
O	1.4106	5.4339	13.2826	-0.0411	-0.0806	-0.1379
O	8.688	8.1802	10.5045	0.0168	-0.0671	-0.055
O	4.7309	1.9699	11.6789	-0.1168	-0.0853	-0.1723
O	0.9486	3.5182	16.0809	-0.0042	-0.003	0.0274
O	7.8978	3.2414	15.6786	-0.076	-0.0217	0.0143
O	3.3925	4.6893	10.2646	0.0827	0.0056	-0.1266
O	14.31	4.1988	16.8476	-0.0113	-0.0176	0.0477

Results
free energy: -131184.347 eV
free energy less fixed offsets of O -568.88, Si -635.61 eV per atom: -0.057 eV

The program warned: the cutoff lies below the one the program advises for these potential files; the forces do not sum to zero within the program's tolerance; the exchange-correlation potential is rough where the density is thin.
